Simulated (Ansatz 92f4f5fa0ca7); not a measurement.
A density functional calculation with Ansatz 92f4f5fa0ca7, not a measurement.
Periodic cell of 259 atoms, Si144O115, from a study of silicon, its oxide and their interface. The atomic structure is a simulated model.
This geometry differs little from another in the collection (a relaxation step or a small displacement).

Settings
functional: r2SCAN
potential files: Ansatz PAW
basis: plane waves
wave-function cutoff: 800 eV
density cutoff ratio: 5
exchange-correlation grid ratio: 1
k mesh: 1 x 1 x 1, shifted by 0.5 0.5 0 of a step
self-consistency stop: 1e-10 eV per atom in the density residual
occupations: fixed
spin: none
net charge: 0

Cell vectors (angstrom)
a 10.88 0 0
b 0 10.88 0
c 0.5349 -2.6231 36.4358

Atoms: element, x, y, z (angstrom)
Si 7.3563 11.2962 21.3636
Si 4.1903 9.1042 -4.6807
Si 8.296 7.5293 -2.528
Si 6.7657 12.5057 16.1846
Si 7.7733 5.7453 -6.6873
Si 1.6062 6.9911 -11.4779
Si 6.9205 10.4641 18.3211
Si 10.7391 14.8759 -2.3226
Si 4.8456 8.8251 0.1054
Si 8.688 12.744 0.0708
Si 5.7709 4.4102 0.1525
Si 7.9557 6.5915 0.2822
Si 0.5332 10.0752 0.1505
Si 2.2687 11.8284 0.0731
Si 9.5512 16.2168 1.4034
Si 3.0749 7.188 0.3345
Si 4.036 10.7701 1.255
Si 6.8992 13.623 1.3575
Si 4.1434 5.4735 1.4839
Si 6.6754 8.1307 1.4664
Si 9.5857 10.9682 1.3446
Si 12.1503 13.5608 1.3214
Si 10.3719 14.4582 0.0121
Si 1.398 8.299 1.4779
Si 2.7585 9.5781 2.8603
Si 5.4595 12.1878 2.5735
Si 2.6862 14.9406 2.6516
Si 5.4489 6.7817 2.9218
Si 8.1431 9.5634 2.6341
Si 10.8745 12.269 2.8241
Si 8.1807 14.9468 2.8335
Si 10.9055 6.7942 2.6754
Si 4.0831 8.177 4.2057
Si 6.8051 10.8979 4.0418
Si 4.0788 13.554 3.9631
Si 6.8221 16.2882 4.182
Si 9.4953 8.1566 3.9922
Si 12.24 10.9113 4.1502
Si 9.5282 13.6066 4.1892
Si 12.2599 5.4465 4.064
Si 5.4804 9.553 5.4802
Si 8.1404 12.2239 5.4756
Si 5.4061 14.8984 5.4058
Si 8.1894 6.8223 5.4321
Si 10.8518 9.4984 5.3966
Si 2.7544 12.2663 5.4253
Si 10.9107 4.1133 5.4796
Si 2.7031 6.7851 5.4902
Si 4.0862 10.918 6.8047
Si 6.7578 13.5913 6.8052
Si 4.094 16.2736 6.7949
Si 6.846 8.1589 6.8063
Si 9.5264 10.8424 6.7944
Si 1.4068 13.6023 6.7954
Si 9.524 5.4817 6.8097
Si 12.1985 8.176 6.7933
Si 2.6964 9.5538 8.1222
Si 5.4195 12.2561 8.1975
Si 2.7568 14.9213 8.1766
Si 5.4786 6.7693 8.1244
Si 8.1958 9.495 8.1859
Si 10.9201 12.2114 8.1179
Si 8.1247 14.987 8.1206
Si 10.8501 6.8495 8.1764
Si 4.0963 8.1744 9.3864
Si 6.8106 10.871 9.4666
Si 4.0813 13.5843 9.6218
Si 6.7976 5.432 9.5673
Si 9.5225 8.1726 9.6237
Si 1.3703 10.8844 9.5652
Si 9.5222 13.5983 9.3787
Si 1.369 16.3335 9.402
Si 5.4329 9.5053 10.7765
Si 8.1878 12.2528 10.7459
Si 5.4449 14.9601 10.9776
Si 8.1415 6.7889 10.9685
Si 0.0228 9.5503 10.9801
Si 2.7169 12.2078 10.9999
Si 10.8651 14.9822 10.6879
Si 2.752 6.8012 10.691
Si 4.1322 10.7676 12.2947
Si 6.8756 13.5316 12.2147
Si 4.0121 5.5211 12.1955
Si 6.6995 8.1659 12.2459
Si -1.4072 10.9707 12.2535
Si 1.2653 13.689 12.1504
Si 9.5565 5.3555 12.1946
Si 1.4553 8.0734 12.157
Si 3.2315 8.9019 13.4581
Si 5.9755 11.7108 13.431
Si 2.2124 4.572 13.3771
Si 4.957 7.2154 13.554
Si 7.6766 9.9488 13.3937
Si -0.5273 12.8601 13.4133
Si 7.8817 4.3619 15.6841
Si 0.496 6.2894 13.339
Si 0.4027 4.1722 -8.0005
Si 8.5835 14.5366 13.5057
Si 1.5103 13.7103 17.7599
Si 3.4484 9.6996 20.0274
Si 1.6876 6.4547 -2.4231
Si 0.5728 11.5646 16.0056
Si 0.828 12.5337 -11.9236
Si 10.1203 10.3075 -8.9973
Si 6.8429 13.1939 -10.5095
Si 9.4421 6.2123 -11.8847
Si 2.6192 9.3947 15.6404
Si 3.3039 6.171 -4.8209
Si 5.3892 14.1219 -2.707
Si 8.0833 4.6479 -3.8486
Si 4.84 5.0154 -6.9918
Si 4.5716 14.6522 -11.9311
Si 8.7495 4.4914 -9.4579
Si 8.9049 11.2534 -11.6734
Si 1.0375 6.8944 -6.7786
Si 7.2545 11.7022 -2.4699
Si 0.0658 9.0459 -2.8437
Si 5.7464 9.1665 -2.0236
Si 5.3892 6.2018 15.696
Si 3.5822 12.5895 19.8219
Si 5.2802 9.5786 22.627
Si 1.6266 10.8276 -4.7941
Si 8.3348 11.0911 -5.4283
Si 8.7437 6.1069 23.1397
Si 4.7698 13.0059 -8.2176
Si 5.6998 10.6757 -6.8867
Si 1.8527 10.0087 -10.6346
Si 4.7059 9.4393 -9.5953
Si 10.6472 12.3037 -6.7284
Si 5.9392 13.9895 20.8813
Si 2.4732 13.9687 -9.7468
Si 4.4805 14.8831 23.3526
Si 8.7554 10.387 16.0812
Si 4.614 8.5108 17.6943
Si 2.8686 4.5552 15.6285
Si 9.9383 12.7892 21.8454
Si 2.5154 13.125 -2.8664
Si 5.3232 9.3694 -12.4359
Si 9.4018 8.4728 -6.6565
Si 0.9235 6.8989 16.2709
Si 8.7416 4.4571 20.5074
Si 3.1485 6.8754 -8.8902
Si 10.1415 5.0579 17.8113
Si 1.8035 11.296 21.6925
O 8.2091 4.7584 -5.463
O 1.6681 8.5919 -11.3642
O 8.6899 7.3406 -0.9677
O 0.0659 9.6784 -1.362
O 0.429 10.2081 -3.8961
O 3.3 12.8983 -8.8678
O 2.2934 6.5216 -0.941
O 5.7059 12.175 15.0075
O 1.9859 10.8864 15.6484
O 6.9496 5.7093 15.7205
O 9.5043 9.0622 -8.1618
O 6.1706 5.8725 -6.7214
O 4.7556 11.9746 -6.976
O 10.7967 6.5128 17.4864
O 0.087 6.4874 -11.4417
O 0.1852 13.8444 -6.9457
O 2.4687 14.1364 16.5217
O 4.9809 14.8805 21.831
O 1.2301 7.9195 -2.9282
O 6.5133 12.6636 21.6342
O 6.9745 14.0839 16.4055
O 2.6883 12.38 -1.4263
O 6.5818 14.9549 -3.4774
O 8.2571 6.134 -3.2894
O 1.8055 10.7522 23.2154
O 3.0476 12.3172 21.3605
O 4.6024 9.4696 -3.1461
O 5.1653 14.4386 -7.5847
O 5.6878 9.5722 -10.8677
O 3.549 8.4843 18.9531
O 1.5857 11.1056 -11.7989
O 3.5158 14.6907 -10.7171
O 2.4304 13.3886 19.0421
O 4.3211 8.0912 -12.4793
O 9.2172 5.121 19.1291
O 8.231 11.9038 15.7747
O 2.4087 6.3556 -10.2226
O 5.2975 9.7166 -5.6659
O 9.9918 13.4294 23.3249
O 6.778 10.0542 22.2243
O 1.8911 6.4114 -5.5241
O 5.8463 12.5967 -9.3699
O 0.3587 5.5385 -2.4723
O 0.1275 12.641 14.9044
O 8.964 9.6226 -5.6251
O 6.0496 14.2663 -11.4128
O 6.7735 8.0745 -2.6553
O 9.2004 10.4592 -10.2994
O 4.4185 9.3797 21.2847
O 9.3788 7.5492 23.5493
O 4.2907 7.9181 -9.2975
O 4.4692 4.8467 15.7538
O 5.9219 9.21 18.3254
O 0.1042 6.7381 14.8848
O 7.1879 11.2139 -6.5632
O 9.4627 8.4668 -3.1389
O 8.1119 9.4483 14.9314
O 6.3106 11.7511 17.5406
O 9.4344 12.2511 -5.6571
O 6.8803 5.5149 -0.3409
O 6.7214 10.4145 -1.6681
O 1.5651 8.3773 16.3804
O 3.8521 13.9889 -3.2459
O 2.3711 12.0141 -4.0103
O 5.2868 8.1548 23.4179
O 10.105 11.6575 -8.1048
O 9.3516 14.6914 -3.2026
O 7.1512 6.2938 23.1786
O 2.0023 7.5116 -7.9226
O 2.1604 5.8588 16.3024
O 10.8891 8.0017 -6.2395
O 8.0082 13.9896 -9.76
O 2.7347 9.6837 -5.0732
O 0.4574 12.1267 21.4267
O 0.7011 12.3531 17.4071
O 3.3214 10.2113 -9.9723
O 9.0649 5.5661 21.653
O 3.9824 9.4328 16.53
O 5.1504 14.7181 -1.2264
O 1.8707 14.9725 -8.6387
O 10.2832 14.9689 -9.2437
O 1.9786 10.0214 20.6754
O 8.2066 5.1096 -8.0853
O 3.8834 11.0857 19.2651
O 10.3574 10.378 16.0654
O 4.9447 13.4574 19.7243
O 1.2589 13.3298 -10.582
O 0.7752 10.0883 -9.4347
O 9.2276 4.5986 16.5611
O 4.2066 7.5059 -4.8788
O 7.1653 14.9307 20.4029
O 2.8738 14.7708 23.5898
O 5.5421 9.9247 -8.3031
O 0.2062 5.6054 -7.2874
O 8.7202 7.6063 -12.2515
O 4.6668 10.8109 23.5125
O 9.5575 13.9655 20.8041
O 7.8125 11.2754 -3.9141
O 4.6366 5.3101 -12.4264
O 8.3816 7.2336 -6.539
O 8.6238 5.5607 -10.6535
O 3.9126 5.7338 -8.0766
O 8.8667 11.5827 21.8287
O 5.9511 12.6192 -2.6527
O 10.1035 12.3086 -11.9627
O 0.4522 14.8783 18.0876
O 7.3001 10.9102 19.8109
O 8.2585 9.9675 17.5546
O 4.071 4.9568 -5.5567
O 1.0038 11.4144 -6.1641
O 2.9157 5.8528 -3.2899
O 8.3649 12.3948 -1.5186
O 5.0326 7.0867 17.04
O 7.5028 12.0471 -11.4482
O 1.1178 13.9732 -2.8513

Results
free energy: -157706.487 eV
free energy less fixed offsets of O -570.45, Si -639.56 eV per atom: -8.097 eV

Forces (eV/angstrom), in the order of the atoms: element, x, y, z
Si 0.0087 -0.0006 0.2143
Si -0.0089 0.0041 0.1703
Si -0.0081 0.0159 0.1262
Si -0.0014 -0.0234 0.1486
Si 0.0073 -0.0046 0.1915
Si 0.0161 0.0186 0.1723
Si -0.0093 0.0115 0.2053
Si 0 -0.0115 0.1146
Si -0.0091 -0.0055 0.0051
Si 0.0107 0.0113 0.0475
Si 0.0093 0.0088 0.063
Si -0.0133 -0.0101 0.0554
Si 0.0158 0.0145 0.0566
Si -0.0102 -0.0154 0.0511
Si -0.0001 0.0069 -0.002
Si 0.0183 0.0166 0.0412
Si -0.0004 0.0054 -0.0033
Si -0.0008 0.0005 -0.0048
Si 0.0001 -0.0012 -0.0035
Si 0.0066 -0.0005 -0.0028
Si 0.0001 -0.0001 -0.0039
Si 0.007 -0.0012 -0.0036
Si -0.0063 -0.0052 0.0038
Si 0.0009 0.0012 -0.0059
Si 0.0005 -0.0011 -0.0017
Si 0.0013 -0.0008 0.0026
Si 0.0017 0.0011 0.0026
Si -0.0028 0.0008 -0.002
Si -0.0018 0.0009 0.0026
Si -0.0026 0.0012 -0.0009
Si 0.0021 -0.0013 -0.0019
Si 0.0009 -0.0007 0.0036
Si 0.0015 -0.0003 0.0012
Si 0.0007 -0.0001 -0.0015
Si -0.0017 -0.0005 -0.0008
Si -0.0006 0.0005 0.0005
Si 0.0002 -0.0006 0.0002
Si 0.0009 0.0008 0.0019
Si -0.0002 0.0002 0.0007
Si 0.0001 0 -0.0019
Si 0.0004 0.0009 -0.0006
Si 0.0006 -0.0007 -0.0003
Si -0.0007 -0.0005 -0.001
Si 0.0003 0.0012 -0.0008
Si -0.0002 0 -0.0011
Si 0.0002 0.001 -0.0017
Si 0.0001 0.0003 -0.0006
Si 0.0001 0 -0.0006
Si -0.0001 -0.0006 -0.0012
Si -0.0005 0.0006 -0.0016
Si 0.0013 0 -0.001
Si 0.0002 -0.0007 -0.0011
Si 0.0013 0.0004 -0.0008
Si 0 -0.0008 -0.0009
Si 0.0002 -0.0006 -0.0016
Si -0.0007 0.0005 -0.0011
Si -0.0008 0.0005 -0.001
Si -0.0003 -0.0004 0.0004
Si 0.0007 0.0001 -0.0012
Si 0.0011 -0.0007 -0.0004
Si 0.0014 0.0002 0.0002
Si 0.0008 -0.0007 -0.0002
Si -0.0008 0.0002 -0.0006
Si 0.0006 0 -0.0006
Si -0.0001 0.0003 -0.0003
Si -0.0001 0.0012 -0.0037
Si 0.001 -0.0001 0.001
Si -0.001 -0.0003 -0.0019
Si 0.0002 0.0002 0.0015
Si -0.0008 -0.0002 -0.0014
Si 0.0002 -0.0001 -0.002
Si -0.0012 -0.0002 -0.0017
Si 0.0029 0.0008 0.0004
Si -0.002 -0.001 -0.0005
Si -0.0001 0.0006 -0.0023
Si 0.0018 0.001 0.0016
Si -0.0003 -0.0016 -0.0018
Si 0.0008 0 -0.0002
Si 0.0006 0 -0.0003
Si 0.0001 -0.0022 0.0025
Si -0.0008 -0.0052 -0.0002
Si 0.0048 -0.0001 -0.0052
Si -0.0036 0.0051 -0.0031
Si -0.0056 -0.0033 -0.0015
Si -0.001 0.0025 -0.0022
Si 0.0027 0.0064 -0.0006
Si -0.0016 -0.0069 -0.0022
Si 0.0057 0.0016 -0.0046
Si -0.0018 0.0015 -0.0032
Si -0.0042 0.0089 0.0435
Si 0.0024 0.0004 -0.0026
Si 0.0035 -0.0039 -0.0036
Si 0.009 -0.0055 0.0444
Si 0.0096 -0.0069 0.0444
Si 0.0151 0.0025 0.1198
Si -0.0064 0.0047 0.0366
Si -0.0191 0.0031 0.1683
Si -0.0024 0.0006 0.0038
Si 0.0152 -0.0075 0.1845
Si -0.0059 0.0374 0.2191
Si -0.0185 -0.0016 0.1421
Si 0.0082 -0.0019 0.1259
Si -0.0048 -0.0451 0.2011
Si -0.0167 -0.0013 0.2094
Si 0.0019 -0.008 0.1803
Si 0.004 -0.0012 0.2017
Si 0.0162 0.0089 0.1176
Si 0.0015 0.0144 0.1739
Si -0.0133 0.0013 0.1256
Si 0.0123 -0.0146 0.1732
Si 0.0077 0.0218 0.1792
Si 0.0008 0.0071 0.1923
Si 0.0129 0.003 0.2034
Si -0.0003 0.0011 0.1752
Si 0.0052 0.0037 0.1721
Si 0.0071 0.0196 0.1573
Si -0.0057 -0.0039 0.1524
Si -0.0033 -0.0172 0.1255
Si -0.0006 0.0025 0.1093
Si 0.0425 -0.0213 0.1765
Si 0.0028 -0.0146 0.2142
Si 0.0117 0.0014 0.1682
Si -0.017 0.0084 0.1843
Si 0.0002 0.0412 0.1903
Si 0.0094 0.0081 0.1791
Si 0.0259 -0.0265 0.1999
Si -0.0032 -0.0025 0.16
Si 0.0109 -0.0031 0.1988
Si 0.013 -0.032 0.176
Si -0.0126 0.0262 0.1725
Si -0.0022 0.005 0.1853
Si -0.0401 0.0081 0.1889
Si -0.0059 0.004 0.1404
Si -0.0052 0.0403 0.1892
Si -0.0121 -0.0172 0.1136
Si 0.0116 0.0121 0.1811
Si -0.0087 0.0105 0.1442
Si 0.0016 -0.0101 0.1749
Si -0.0125 0.0003 0.1583
Si -0.0122 -0.0071 0.1299
Si -0.0138 -0.0179 0.2267
Si -0.0016 -0.0111 0.1926
Si -0.0221 -0.0157 0.1925
Si -0.0363 -0.0096 0.1999
O -0.0094 0.0313 -0.1365
O -0.004 -0.0316 -0.0642
O 0.0069 0.0145 -0.0848
O -0.0127 -0.025 -0.1045
O 0.0214 0.0313 -0.0856
O -0.0306 0.0101 -0.0812
O -0.0303 -0.0197 -0.0939
O -0.0124 -0.0164 -0.0906
O 0.0093 -0.0168 -0.0469
O -0.0062 0.0011 -0.0461
O 0.0199 0.0389 -0.1119
O -0.0114 -0.0054 -0.0607
O -0.0096 0.0298 -0.083
O 0.0285 0.0256 -0.0722
O -0.024 -0.0044 -0.0619
O 0.0094 0.0422 -0.0741
O 0.0298 0.0383 -0.1021
O 0.0423 -0.0303 -0.129
O 0.0066 0.0073 -0.0584
O -0.0032 0.0062 -0.0711
O 0.0118 0.0164 -0.061
O 0.0095 0.0302 -0.1008
O 0.0246 0.0166 -0.0608
O -0.0019 -0.0293 -0.0681
O 0.0174 0.0506 -0.1573
O 0.0244 0.015 -0.1009
O -0.0375 0.0006 -0.1258
O -0.0049 -0.0446 -0.0765
O 0.0153 -0.0022 -0.1318
O 0.0273 -0.0424 -0.1238
O -0.0077 0.0365 -0.0798
O 0.044 0.0154 -0.1112
O -0.0598 0.0366 -0.1191
O 0.0007 -0.0252 -0.0666
O 0.0485 0.0267 -0.1596
O 0.0077 0.0085 -0.0529
O -0.0387 0.0041 -0.1269
O 0.0313 0.0408 -0.115
O -0.0067 -0.0524 -0.1425
O 0.0273 0.0304 -0.0899
O -0.0443 0.0123 -0.1005
O 0.0414 0.0084 -0.1092
O 0.0135 0.0184 -0.05
O -0.0219 0.0272 -0.0843
O 0.0135 -0.0289 -0.0718
O -0.0362 0.0242 -0.0872
O 0.0155 -0.005 -0.0568
O -0.0314 0.0243 -0.1301
O -0.0539 0.0011 -0.146
O -0.0115 -0.0476 -0.0854
O 0.0083 0.0218 -0.0671
O -0.0018 0.0086 -0.0467
O -0.0103 -0.0197 -0.0734
O -0.0055 -0.0106 -0.0851
O -0.0369 -0.0009 -0.0791
O 0.0041 0.0091 -0.0544
O -0.0192 -0.0089 -0.0845
O 0.0069 0.0382 -0.101
O 0.0267 0.0122 -0.074
O 0.0021 0.0001 -0.0316
O 0.0145 0.0223 -0.0555
O 0.0089 0.0048 -0.0542
O -0.002 0.005 -0.0477
O -0.0152 -0.045 -0.0861
O -0.0086 0.0543 -0.0849
O -0.0066 -0.0367 -0.1116
O -0.0465 0.0152 -0.0797
O 0.0283 -0.0134 -0.0666
O 0.0442 0.0019 -0.102
O 0.0125 -0.0152 -0.0554
O 0.0021 -0.0083 -0.0618
O -0.0242 -0.0252 -0.074
O 0.0015 -0.0029 -0.055
O 0.0143 -0.0052 -0.0645
O -0.0174 -0.0308 -0.0849
O -0.0242 0.0031 -0.0649
O 0.0023 -0.0508 -0.144
O -0.0455 0.0056 -0.1056
O -0.0038 -0.0204 -0.0932
O 0.0346 -0.0223 -0.087
O -0.0262 0.0021 -0.0823
O 0.0258 -0.0312 -0.0934
O 0.0286 -0.0409 -0.1389
O 0.0095 -0.0023 -0.0758
O 0.0044 0.0036 -0.0415
O -0.0343 -0.0196 -0.0806
O -0.0277 -0.0251 -0.106
O 0.049 -0.0014 -0.0909
O -0.0489 -0.0166 -0.11
O -0.0023 -0.0186 -0.0563
O 0.0142 0.0069 -0.0648
O 0.0316 -0.0139 -0.0878
O -0.0341 -0.0261 -0.1319
O -0.0028 -0.0363 -0.0719
O -0.0204 0.0256 -0.0813
O 0.0021 -0.0525 -0.1064
O -0.015 0.039 -0.0868
O 0.0323 -0.0183 -0.1378
O 0.0009 0.033 -0.0806
O 0.0016 0.0007 -0.0555
O 0.0151 0.047 -0.1253
O -0.0342 0.0304 -0.0972
O -0.0251 -0.0079 -0.0656
O 0.0012 -0.0046 -0.0483
O 0.0153 0.015 -0.0614
O 0.0089 -0.0001 -0.0636
O -0.0147 -0.0327 -0.1762
O 0.0386 -0.0004 -0.0967
O 0.0272 -0.0188 -0.1013
O -0.0395 0.0312 -0.1008
O 0.0348 -0.0029 -0.1038
O -0.0334 -0.0261 -0.0916
O 0.0138 -0.0459 -0.0969
O 0.0128 -0.0206 -0.0697
O 0.0249 -0.0104 -0.06

The program warned: the cutoff lies below the one the program advises for these potential files; the forces do not sum to zero within the program's tolerance; empty levels may hold ghost states of the PAW files; the exchange-correlation potential is rough where the density is thin.
